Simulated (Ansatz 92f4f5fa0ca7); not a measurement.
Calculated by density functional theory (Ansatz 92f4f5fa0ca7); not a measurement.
Periodic cell of 237 atoms, Si146O90B1, from a study of silicon, its oxide and their interface. The atomic structure is a simulated model.
Doubt: the cutoff is far below the 930 eV that the study's wrapper takes by default for these files, so forces and energies are approximate.
This geometry differs little from another in the collection (a relaxation step or a small displacement).

Settings: functional PBE; potential files Ansatz PAW; basis plane waves; wave-function cutoff 580 eV; density cutoff ratio 5; exchange-correlation grid ratio 1; k mesh 1 x 1 x 1, Gamma-centred; self-consistency stop 5e-08 eV per atom in the density residual; occupations fixed; spin none; net charge -1 e, with a uniform compensating background and no finite-size correction.

Cell vectors (angstrom)
a  11.6015  0  0
b  0  10.938  0
c  0  0  32.0622

Atoms and the computed forces on them: element, x, y, z (angstrom), force x, y, z (eV/angstrom)
Si  -0.1393  -0.0079  23.3282  0.019  0.0119  -0.0002
Si  3.6258  0.2708  23.149  -0.0398  0.0167  0.0212
Si  7.5449  -0.1483  23.4696  0.0041  0.0228  -0.0009
Si  1.7111  1.5425  23.6441  0.0519  -0.033  0.0022
Si  5.7296  1.3951  23.2165  0.0018  -0.0181  0.0027
Si  9.4473  1.2073  23.3774  -0.0264  -0.0275  0.0032
Si  0.1641  5.283  23.5166  -0.0159  0.0105  -0.0088
Si  4.093  5.2223  23.4596  -0.021  0.0253  -0.012
Si  8.0279  5.6006  23.5996  0.0046  0.0006  0.008
Si  2.1561  6.5649  23.3969  0.0199  0.0013  -0.0062
Si  5.9442  6.7192  23.5189  0.0045  0.0034  -0.004
Si  10.0139  6.8493  23.6664  0.0009  0.0002  0.0056
B  1.9006  2.6614  25.3617  -0.1726  0.0728  0.004
Si  5.7676  2.6689  25.2602  -0.0342  0.0271  0.007
Si  9.6773  2.684  25.2599  0.0152  0.0219  0.0007
Si  11.7952  3.8354  25.3608  0.0904  -0.0722  0.0554
Si  3.6664  3.8004  25.3119  0.0894  -0.058  0.005
Si  7.7424  4.0661  25.3684  -0.008  -0.0115  0.0061
Si  1.9662  8.1582  25.1962  0.0051  -0.0027  -0.004
Si  5.7562  8.1737  25.3588  -0.0111  -0.0022  0.0088
Si  9.706  8.2696  25.4671  -0.0005  -0.0033  0.0088
Si  11.6305  9.5714  25.2823  -0.017  -0.0067  -0.0054
Si  3.8518  9.6079  25.0692  0.0081  0.0012  -0.0175
Si  7.68  9.5103  25.4285  0.0073  -0.0011  -0.005
Si  11.6854  0.0441  27.1865  -0.0067  0.0156  0.011
Si  3.8446  0.0107  27.0812  -0.006  0.0128  0.018
Si  7.75  -0.0177  27.2942  -0.0014  0.0083  0.005
Si  1.9638  1.4813  27.0358  0.0168  -0.0128  -0.0234
Si  5.8164  1.3165  27.1892  0  -0.0113  -0.0089
Si  9.6919  1.3217  27.1969  0.0051  -0.0152  -0.0072
Si  11.6058  5.405  27.1671  -0.0063  -0.0089  -0.0403
Si  3.8146  5.362  27.1468  0.0038  0.0208  -0.0021
Si  7.7042  5.459  27.2684  0.0041  0.0024  -0.0036
Si  1.9284  6.7994  27.1587  -0.0077  -0.0011  0.0109
Si  5.7261  6.7622  27.2397  0.0059  -0.0052  -0.0024
Si  9.6709  6.7765  27.2798  -0.0016  0.0046  0.0089
Si  1.9379  2.7061  29.0872  -0.0057  -0.0045  0.0101
Si  5.7826  2.7237  29.108  0.0029  -0.0036  0.0043
Si  9.6778  2.7279  29.1232  -0.0015  -0.0005  0.0069
Si  0.0163  4.0931  29.1329  0.0019  -0.0011  0.0009
Si  3.8471  4.0898  29.1402  0.0009  -0.0022  0.0032
Si  7.7261  4.08  29.1777  0.0003  0.0013  -0.0058
Si  1.9328  8.1864  29.0923  0.0045  0.0052  0.0003
Si  5.7652  8.1801  29.1402  -0.0012  0.0034  -0.0036
Si  9.6872  8.1863  29.1833  0.0002  -0.0011  -0.0093
Si  0.0154  9.5763  29.1117  -0.0016  -0.002  0.0005
Si  3.8495  9.5801  29.0573  -0.0006  0.0022  0.0028
Si  7.7279  9.5201  29.1841  0.0002  -0.0019  -0.0006
Si  -0.0012  -0.0024  31.0654  0.0008  -0.0016  -0.0026
Si  3.8514  0.0007  31.0284  -0.0007  -0.0077  -0.0023
Si  7.7238  -0.0055  31.0879  0.0004  0  -0.0012
Si  1.9241  1.3717  31.0467  0.0019  0.0028  0.0044
Si  5.7896  1.3618  31.0392  -0.0023  0.0021  0.0012
Si  9.6612  1.3578  31.0642  -0.0002  0.0002  -0.0006
Si  0.0062  5.4669  31.0646  -0.0015  -0.0001  0.0005
Si  3.8617  5.4744  31.07  0  0.0015  0.002
Si  7.7337  5.4761  31.0997  0.0003  -0.0001  0.0012
Si  1.9328  6.8447  31.0482  -0.0008  0.0009  -0.0029
Si  5.7905  6.8388  31.0859  0.0011  -0.0002  -0.0003
Si  9.679  6.8324  31.1203  0.0006  0.0034  0.0017
Si  1.9265  2.7461  0.9362  -0.0022  -0.0004  -0.0043
Si  5.792  2.7465  0.9029  0.0026  -0.0008  0.0011
Si  9.6598  2.7339  0.9442  -0.0007  -0.0007  -0.0014
Si  -0.0157  4.1073  0.9336  0.0036  -0.0007  0.0038
Si  3.8597  4.1161  0.9485  -0.0014  -0.0004  0.001
Si  7.7335  4.1147  0.975  -0.0015  -0.001  0.0018
Si  1.9251  8.2162  0.9242  0.0005  -0.0024  0.0037
Si  5.7902  8.228  0.9429  -0.0012  -0.002  0.002
Si  9.6646  8.2226  0.9865  0.0008  -0.0047  -0.0009
Si  -0.0057  9.5937  0.9608  0.0003  0.0006  -0.0021
Si  3.8532  9.5938  0.9321  0.0002  0.0048  -0.0029
Si  7.7316  9.5811  0.9681  -0.0002  0.0015  0.0002
Si  11.6054  0.0371  2.9014  0.0012  -0.0008  -0.0001
Si  3.8512  0.0258  2.8891  -0.0001  -0.0034  0
Si  7.7361  0.0256  2.8878  -0.0005  -0.0023  -0.002
Si  1.93  1.4067  2.8918  0.0002  0.0014  0.0024
Si  5.8073  1.3718  2.8155  0.0002  0.0025  0.0022
Si  9.6563  1.3906  2.9029  -0.0005  0.0004  0.0009
Si  11.5626  5.4995  2.8494  -0.0001  0.0001  -0.0014
Si  3.8724  5.496  2.8881  -0.0001  0.0009  -0.0009
Si  7.7328  5.5145  2.9052  0.0004  0.0019  0.0006
Si  1.9092  6.8249  2.8399  -0.0013  0.0006  -0.0025
Si  5.804  6.8641  2.8675  0.0007  -0.0001  -0.0015
Si  9.6579  6.9002  2.9513  0.0007  -0.0005  -0.0004
Si  1.9106  2.8315  4.8003  -0.0006  -0.0041  0.0011
Si  5.8327  2.7276  4.7291  -0.0001  -0.004  -0.0021
Si  9.5951  2.797  4.8218  0.0008  -0.0027  0.0009
Si  11.5385  4.1359  4.7671  -0.0011  0.0022  -0.0016
Si  3.9144  4.1019  4.8063  0.0017  0.0038  0.0024
Si  7.7139  4.208  4.8733  -0.0007  0.0022  0.0004
Si  1.8856  8.1491  4.7851  -0.0007  -0.0041  0.0003
Si  5.8043  8.2606  4.7724  0.0001  -0.0035  0.0009
Si  9.6594  8.3211  4.8941  -0.0012  -0.0039  0.0009
Si  11.6303  9.6565  4.8704  0.0008  0.0025  -0.0009
Si  3.815  9.4909  4.7694  -0.0014  0.0057  0.0014
Si  7.7199  9.678  4.8747  0.0003  0.0036  0.0015
Si  11.5944  0.2301  6.7625  -0.0007  0.0059  -0.0008
Si  3.7542  -0.0529  6.6398  0.0006  0.0039  -0.0035
Si  7.7085  0.0526  6.8981  0.002  0.0061  -0.0035
Si  2.0474  1.5041  6.7398  0.002  -0.004  -0.0028
Si  5.7119  1.2778  6.604  -0.0009  -0.0064  -0.0003
Si  9.6426  1.5207  6.82  -0.0007  -0.006  -0.0028
Si  11.5213  5.498  6.6872  0.0002  0.0068  -0.0015
Si  3.9779  5.4298  6.7769  -0.0029  0.0016  -0.0067
Si  7.7317  5.6705  6.8192  0.001  0.0046  -0.0028
Si  1.9711  6.6439  6.6372  0.0034  -0.006  -0.0015
Si  5.8064  6.9781  6.7332  0.0001  -0.005  -0.0013
Si  9.7497  7.0418  6.8981  -0.0019  -0.0059  -0.0021
O  9.9891  7.9771  8.2905  0.0014  0.0034  0.0037
O  7.6508  9.9371  8.2193  -0.0013  -0.0013  0.0021
O  7.3927  4.7421  8.1674  0.0004  -0.0004  0.006
O  3.3862  10.3497  8.1992  0.0005  -0.0013  0.005
O  2.0315  7.5489  8.0198  -0.0009  0.0033  0.0059
O  4.0051  4.5818  8.2368  0.0002  -0.003  0.0039
O  9.7796  2.447  8.215  0.0006  0.0034  0.004
O  2.6166  2.336  8.1074  0  0.0006  0.0023
O  11.3847  4.5769  8.0661  -0.0002  -0.0018  0.0026
O  5.3666  2.3614  7.8139  -0.0012  0.0008  0.002
O  5.8103  7.9762  8.082  0.0006  0.0037  0.0044
O  11.322  10.3156  8.1516  0.0008  -0.0009  0.0017
O  11.3619  10.0909  21.8572  -0.0031  -0.0014  0.0022
O  3.1679  10.792  21.564  0.0124  -0.0117  -0.0271
O  5.7834  7.6624  22.1448  -0.0009  0.0001  -0.0061
O  4.2413  4.4517  21.9586  0.0062  0.0008  0.0029
O  7.6398  9.6407  22.2333  -0.0012  -0.0096  -0.0045
O  10.3511  7.678  22.2641  -0.0023  0.0069  -0.0102
O  1.6116  2.505  22.2674  -0.0087  0.0118  -0.0097
O  5.9559  2.42  21.8949  0.0004  0.0144  -0.0073
O  8.4308  4.6849  22.2648  -0.0004  -0.0004  -0.0026
O  -0.0935  4.514  22.0317  0.0024  0.0082  0.0034
O  2.3571  7.3393  21.9423  -0.0052  0.0023  -0.0052
O  9.1172  1.8606  21.8736  0.0049  0.0069  -0.0122
Si  1.9065  7.781  9.6  -0.0002  0.0001  -0.006
Si  5.0571  0.5743  17.7446  -0.0005  -0.0014  0.0016
Si  2.5032  5.4326  14.0263  0.0009  -0.0009  -0.001
Si  10.5748  3.8653  14.0672  0.0012  -0.0002  -0.0013
Si  8.2777  2.402  15.2651  -0.0007  -0.0023  -0.0001
Si  9.591  2.2676  20.3787  -0.0001  -0.0056  0.0013
Si  10.5043  3.6503  9.0659  -0.0001  -0.0006  -0.0059
Si  0.0282  2.3208  11.5658  0.0006  0.0001  -0.0026
Si  11.0378  8.1291  15.4015  0.0006  -0.0009  0.0007
Si  5.1729  6.9467  13.9997  0.0005  0.0013  -0.0013
Si  5.754  2.6068  11.1113  0.0007  -0.0004  -0.0036
Si  8.5821  7.7127  19.4669  -0.0015  0.0007  -0.0027
Si  8.1403  4.8557  20.6805  0.0027  0.0023  0.0006
Si  5.947  9.5916  15.2519  0.0001  0.0013  0.0008
Si  2.0916  7.6296  20.3741  0.0007  0.0055  0.0016
Si  1.9337  4.8851  18.8288  0.0011  -0.0005  0.0014
Si  4.503  3.4384  18.0436  -0.0001  -0.001  -0.0025
Si  8.5414  8.9329  16.8678  -0.001  -0.0001  0.0015
Si  0.8291  9.484  13.2957  0.0011  0.0007  -0.0013
Si  9.9088  10.6524  11.7173  0  0.0001  -0.003
Si  5.3683  3.6962  21.0452  0.0011  -0.0131  0.0065
Si  0.6137  5.5151  16.2816  -0.0006  0.0003  0.0001
Si  10.7784  9.1506  9.1345  -0.0015  -0.0015  -0.0055
Si  6.5251  8.859  21.3294  0.0028  0.0004  0.0051
Si  7.121  7.1032  11.487  0.0001  -0.0002  -0.0038
Si  2.6723  0.7407  12.2075  0.0009  -0.0004  -0.0026
Si  10.9057  8.695  21.1279  0.0061  0.0011  0.0056
Si  6.0295  4.3278  15.6432  0  -0.0005  -0.0006
Si  7.0939  0.4975  12.9854  -0.0002  0.002  0.0005
Si  4.0625  2.9742  8.5789  -0.0001  0.0038  -0.0043
Si  0.8825  6.7428  11.8977  0.0002  0.0004  -0.0038
Si  6.5682  9.0397  9.0707  -0.0008  -0.0011  -0.0054
Si  0.6839  3.3177  21.2225  0.0088  -0.0064  0.0086
Si  9.806  6.5076  12.8991  -0.0003  0.0004  -0.0023
Si  7.7124  4.5329  9.747  -0.0008  -0.0003  -0.0052
Si  3.9325  10.0998  20.2882  -0.0051  0.0075  0.0125
Si  4.269  3.0414  13.5243  0.0003  0.0007  -0.0016
Si  3.8526  10.0106  9.7293  0.0008  0.0016  -0.0059
Si  8.0825  0.8012  18.058  -0.001  0.0011  -0.0011
O  11.505  3.2247  12.905  -0.0001  -0.0001  0.0013
O  9.3372  4.4719  9.8777  0.0001  0.0003  0.0024
O  8.8917  3.6558  19.8983  -0.0011  0.0024  0.0012
O  4.0534  -0.0448  18.867  0.0015  -0.0018  -0.0007
O  11.3588  4.5362  15.3157  0.0004  0.0001  0.0011
O  9.8551  9.7984  10.3198  0.0005  -0.0002  0.0026
O  3.7606  1.5403  13.1311  -0.0002  0.0004  0.0006
O  0.6598  9.0605  14.861  0.0001  -0.0003  0.0005
O  6.5016  0.9569  18.4306  0.0046  -0.0008  -0.0012
O  4.7737  3.1625  19.6256  0.0005  0.0018  0.0008
O  6.2453  1.1714  11.7507  0.0007  -0.0006  0.0018
O  0.5306  8.6191  9.8639  0.0002  -0.0005  0.0021
O  5.6337  4.3231  17.2326  -0.001  -0.0002  0.0008
O  8.4493  7.1971  12.3977  0.0003  -0.0008  0.0013
O  4.412  2.6304  10.146  0.0007  -0.0002  0.0032
O  2.097  5.6402  15.5883  0.0005  -0.0011  -0.0006
O  3.3723  0.0686  10.9083  -0.0004  -0.0001  0.0019
O  5.8958  7.226  12.5555  -0.0006  -0.0001  0.001
O  2.3095  6.3624  19.3822  0  0.0033  0.002
O  0.6686  4.931  17.7933  0.0006  0.0001  0.0004
O  8.4138  10.6886  12.3691  0.0001  0.0004  0.0011
O  5.4729  10.055  9.7143  -0.0004  0.0001  0.0028
O  0.5615  8.151  20.2415  0  -0.0037  -0.0027
O  9.7804  2.6186  14.7218  -0.0011  -0.0005  0.0009
O  1.9977  10.5975  13.2146  -0.0004  0  0.0006
O  9.965  9.0985  16.1133  0.0002  0.0007  0.0003
O  6.1833  10.3735  13.8302  0.001  0.0015  -0.0005
O  7.4889  1.6364  14.0727  0.0007  -0.0011  -0.0004
O  1.6584  3.9175  20.0809  0.0014  0.0039  -0.0062
O  5.8971  5.7914  14.9201  -0.0002  -0.001  0.0007
O  7.3572  8.9379  15.7578  0.0012  0  0
O  1.5069  1.6776  11.5979  -0.0007  -0.0002  0.0008
O  7.2042  8.2745  10.3579  0.0001  -0.0006  0.0026
O  4.3598  1.9822  17.3027  0.0013  0.0026  0
O  7.04  3.153  10.2806  0.0002  -0.0001  0.0014
O  11.572  7.0031  16.4344  0.0005  -0.0005  -0.0002
O  8.3549  10.1689  17.8679  0.0017  0.0017  -0.0024
O  3.2513  8.542  10.1016  0.0001  -0.0009  0.0022
O  7.5818  3.8534  15.5209  -0.0002  0.0008  -0.0005
O  3.1379  4.2886  17.9263  -0.0004  0  0.0011
O  2.9181  3.9095  13.6823  0.001  0.0016  0.0004
O  1.3347  8.2093  12.4353  0.0001  0.0004  -0.0001
O  1.2154  5.6912  13.0779  0.0006  0.0001  0.0004
O  5.0046  8.3145  14.8762  -0.0001  0  0.0001
O  11.216  2.3772  20.4116  -0.0042  0.0003  -0.0029
O  10.9771  9.9915  12.7538  0.0006  -0.0001  0.0013
O  5.2982  3.5704  12.3587  -0.0005  -0.0005  0.0019
O  5.0869  3.1965  14.9178  -0.0008  0.0008  0.0002
O  6.515  4.7697  20.5595  0.0012  0.001  -0.004
O  8.3617  1.5655  16.6476  -0.002  -0.003  0.0044
O  10.4078  1.2431  11.4581  0.0003  0.0002  0.0012
O  10.8777  6.6046  11.6649  0  0  0.0015
O  3.1808  8.7251  19.8789  -0.0062  -0.0063  -0.0003
O  1.7178  6.4365  10.5232  0.0001  0.0002  0.0025
O  7.1377  8.256  19.9599  -0.0032  0.0022  0.0044
O  8.5538  7.6096  17.827  0.0004  0.0004  0.0026
O  3.6769  6.4598  13.6185  -0.001  -0.0002  0.0007
O  9.5751  4.9625  13.3699  0.0007  0  0.0007
O  5.4449  9.9546  20.852  -0.0032  -0.0058  -0.0039
O  10.3355  7.3733  14.1527  -0.0002  -0.0002  -0.0001
O  8.7661  6.214  20.0567  -0.0022  -0.0032  -0.0005
O  7.0706  5.698  10.675  0.0005  0  0.0015
O  5.2801  10.5333  16.4269  0.0002  0  -0.0001
O  9.0967  1.2138  19.2459  0.0005  0.0059  0.001
O  11.5686  3.1709  10.187  0.0005  0.0002  0.0025
O  9.7213  8.7566  19.9996  0.002  -0.0003  -0.0004

Results
free energy: -144147.041 eV
free energy less fixed offsets of B -154.04, O -568.88, Si -635.61 eV per atom: 5.259 eV

The program warned: the cutoff lies below the one the program advises for these potential files; the exchange-correlation potential is rough where the density is thin.
